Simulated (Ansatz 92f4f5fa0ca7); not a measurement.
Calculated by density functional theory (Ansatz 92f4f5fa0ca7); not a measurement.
Periodic cell of 221 atoms, Si132O88H1, from a study of silicon, its oxide and their interface. The atomic structure is a simulated model.

Settings
functional: PBE
potential files: Ansatz PAW
basis: plane waves
wave-function cutoff: 700 eV
density cutoff ratio: 5
exchange-correlation grid ratio: 1
k mesh: 2 x 2 x 1, shifted by 0.5 0.5 0.5 of a step
self-consistency stop: 5e-08 eV per atom in the density residual
occupations: fixed
spin: none
net charge: +1 e, with a uniform compensating background and no finite-size correction

Cell vectors (angstrom)
a, 10.938, 0, 0
b, 0, 10.938, 0
c, 0, 0, 32.8512

Atoms and the computed forces on them: element, x, y, z (angstrom), force x, y, z (eV/angstrom)
Si, -0.2304, 0.351, 25.3357, -0.0166, 0.0068, -0.0265
Si, 5.7745, -0.1458, 25.3759, 0.016, -0.0211, -0.0466
Si, 2.5378, 3.0902, 25.3929, -0.0064, 0.0148, -0.0228
Si, 8.4813, 2.6069, 25.2852, 0.0112, -0.0225, -0.0379
Si, 0.3049, 5.3148, 25.3786, 0.019, -0.0197, -0.0487
Si, 5.2071, 5.8049, 25.4683, -0.0151, -0.0011, -0.0184
Si, 3.0057, 8.0434, 25.4033, 0.0144, -0.0237, -0.0513
Si, 7.9907, 8.5524, 25.4043, -0.0159, 0.0079, -0.0245
Si, 1.3728, 1.459, 26.6652, -0.0109, -0.0019, 0.0049
Si, 6.9061, 1.4493, 26.6716, 0.0014, -0.0036, 0.0101
Si, 4.0876, 4.1954, 26.7672, -0.0076, -0.0103, -0.0128
Si, 9.6193, 4.1547, 26.6587, -0.0119, -0.0109, 0.0157
Si, 1.4124, 6.8942, 26.7214, -0.0111, -0.0085, 0.0051
Si, 6.8491, 6.9338, 26.7089, -0.0118, -0.0048, -0.0017
Si, 4.1569, 9.6409, 26.685, -0.0096, -0.0068, 0.0089
Si, 9.5847, 9.6871, 26.6983, -0.0039, -0.0017, -0.0034
Si, 2.7183, 0.0306, 28.0274, 0.0026, 0.0015, 0.0068
Si, 8.1924, 0.0441, 28.0905, -0.0048, 0.0022, -0.0155
Si, -0.013, 2.7609, 28.0758, -0.0001, -0.0013, -0.017
Si, 5.4668, 2.754, 28.0464, 0.0071, -0.004, -0.0008
Si, 2.7069, 5.5067, 28.1261, -0.0057, -0.0032, -0.0091
Si, 8.1992, 5.4882, 28.0305, 0.0047, 0.0007, 0.0043
Si, -0.0184, 8.2396, 28.0432, 0.0003, 0.0024, 0.0008
Si, 5.4555, 8.239, 28.0945, 0.0029, 0.0018, -0.0152
Si, 4.1018, 1.3673, 29.4329, -0.0132, 0.0295, -0.2383
Si, 9.5708, 1.3673, 29.4329, 0.0634, 0.1662, 0.2163
Si, 1.3673, 4.1018, 29.4329, -0.1528, 0.0354, 0.2874
Si, 6.8362, 4.1018, 29.4329, 0.0718, 0.1004, -0.2065
Si, 4.1018, 6.8362, 29.4329, 0.0526, 0.2042, 0.3234
Si, 9.5708, 6.8362, 29.4329, -0.0182, 0.0649, -0.2399
Si, 1.3673, 9.5708, 29.4329, 0.0423, 0.1333, -0.2329
Si, 6.8362, 9.5708, 29.4329, 0.0237, 0.1943, 0.1906
Si, 0, 0, 30.8002, 0.0329, 0.0338, -0.0229
Si, 5.469, 0, 30.8002, 0.0556, -0.0333, -0.0007
Si, 2.7345, 2.7345, 30.8002, 0.0155, 0.0361, -0.0139
Si, 8.2035, 2.7345, 30.8002, 0.0808, 0.0083, -0.0038
Si, 0, 5.469, 30.8002, 0.0483, -0.0322, 0.0065
Si, 5.469, 5.469, 30.8002, 0.0231, 0.0432, -0.0194
Si, 2.7345, 8.2035, 30.8002, 0.0616, 0.0052, -0.0071
Si, 8.2035, 8.2035, 30.8002, 0.0153, 0.0248, -0.0214
Si, 1.3673, 1.3673, 32.1674, -0.0249, -0.0493, 0.0084
Si, 6.8362, 1.3673, 32.1674, -0.0417, 0.0109, -0.0041
Si, 4.1018, 4.1018, 32.1674, -0.0017, 0.0032, 0.0088
Si, 9.5708, 4.1018, 32.1674, -0.0776, 0.0409, -0.0007
Si, 1.3673, 6.8362, 32.1674, 0.0063, 0.035, -0.0151
Si, 6.8362, 6.8362, 32.1674, 0.0003, -0.0078, 0.0097
Si, 4.1018, 9.5708, 32.1674, -0.0704, 0.028, -0.0068
Si, 9.5708, 9.5708, 32.1674, 0.0031, -0.0011, 0.0043
Si, 2.7345, 0, 0.6835, 0.0781, -0.0602, -0.0105
Si, 8.2035, 0, 0.6835, 0.0015, -0.0081, -0.0172
Si, 0, 2.7345, 0.6835, 0.0517, 0.026, 0.0039
Si, 5.469, 2.7345, 0.6835, 0.0106, -0.0047, 0.0262
Si, 2.7345, 5.469, 0.6835, -0.0803, 0.0509, -0.0285
Si, 8.2035, 5.469, 0.6835, 0.0832, -0.0459, -0.0112
Si, 0, 8.2035, 0.6835, 0.0212, -0.0334, 0.0168
Si, 5.469, 8.2035, 0.6835, 0.0406, 0.0217, 0.0007
Si, 4.1018, 1.3673, 2.0507, -0.0961, -0.0719, 0.0388
Si, 9.5708, 1.3673, 2.0507, -0.0901, -0.1352, -0.0008
Si, 1.3673, 4.1018, 2.0507, 0.0772, 0.0405, -0.0329
Si, 6.8362, 4.1018, 2.0507, 0.0085, 0.0781, 0.0326
Si, 4.1018, 6.8362, 2.0507, -0.1169, -0.0857, 0.0176
Si, 9.5708, 6.8362, 2.0507, -0.1576, -0.0204, 0.0025
Si, 1.3673, 9.5708, 2.0507, 0.0178, 0.1211, -0.004
Si, 6.8362, 9.5708, 2.0507, -0.0173, -0.0308, -0.0009
Si, 0, 0, 3.418, 0.2672, 0.1043, -0.4225
Si, 5.469, 0, 3.418, 0.1138, -0.0022, 0.0593
Si, 2.7345, 2.7345, 3.418, 0.0295, 0.3574, -0.2288
Si, 8.2035, 2.7345, 3.418, -0.1045, -0.0586, 0.4459
Si, 0, 5.469, 3.418, -0.0279, -0.3574, 0.2167
Si, 5.469, 5.469, 3.418, -0.0957, -0.349, 0.2244
Si, 2.7345, 8.2035, 3.418, 0.0613, -0.1509, 0.2397
Si, 8.2035, 8.2035, 3.418, -0.3053, -0.4708, -0.5971
Si, 1.2948, 1.4745, 4.7373, 0.0143, 0.0015, 0.004
Si, 6.8286, 1.3382, 4.8388, -0.0339, 0.0263, 0.0042
Si, 4.1577, 3.9857, 4.849, -0.0012, -0.0075, 0.0156
Si, 9.5664, 4.0746, 4.8497, 0.0045, -0.0115, -0.0181
Si, 1.4177, 6.746, 4.7943, 0.0018, -0.0159, 0.0094
Si, 6.8214, 6.8243, 4.785, 0.016, -0.0218, 0.0057
Si, 4.1146, 9.5757, 4.7857, 0.0153, -0.0164, 0.0102
Si, 9.6333, 9.4763, 4.6588, -0.0111, -0.003, 0.0088
Si, 2.6646, 0.0744, 5.9705, 0.0513, 0.0507, 0.0113
Si, 8.2774, -0.1434, 5.9735, -0.0152, 0.0226, 0.0044
Si, -0.0577, 2.6768, 6.304, 0.0101, -0.0096, -0.0243
Si, 5.3795, 2.4923, 6.4029, -0.0145, 0.021, -0.0369
Si, 2.7539, 5.3349, 6.2055, -0.0084, 0.0319, -0.0076
Si, 8.0609, 5.3302, 6.179, 0.0295, 0.0189, 0.0238
Si, -0.1079, 8.0179, 6.0464, 0.0013, 0.0534, -0.0115
Si, 5.4658, 8.195, 6.1876, 0.0094, 0.0086, -0.0349
Si, 3.6469, 1.2822, 7.7846, -0.0408, -0.0028, 0.021
Si, 9.787, 0.8621, 7.443, 0.0129, -0.0532, 0.0583
Si, 1.6218, 3.7439, 7.601, 0.0259, 0.0086, 0.0514
Si, 6.4933, 4.184, 7.6193, 0.0044, 0.0425, 0.0392
Si, 4.3737, 6.5354, 7.4484, 0.0046, -0.0174, 0.044
Si, 9.2398, 6.9095, 7.4176, -0.0156, 0.0002, 0.0411
Si, 1.0799, 9.7361, 7.0186, 0.0277, 0.0248, 0.0307
Si, 7.1927, 9.2845, 7.3862, 0.0493, 0.0011, 0.0458
O, 1.4083, 4.1855, 24.858, -0.0001, 0.0083, -0.0226
O, 6.8576, 9.6403, 24.8628, 0, 0.0084, -0.0235
O, 2.6605, 2.5683, 8.1831, -0.0017, -0.0232, 0.0144
O, 8.2227, 8.1054, 7.9604, -0.0159, -0.0032, 0.0174
O, 5.4503, 5.4107, 7.9611, 0.0026, -0.0167, 0.0154
O, 0.0629, -0.202, 7.8905, -0.0322, 0.0112, 0.0213
O, 4.0976, 6.9, 24.9002, 0.0019, 0.0131, -0.0195
O, 9.5749, 1.4484, 24.7967, 0.0046, 0.0097, -0.025
O, 2.3112, 9.0447, 7.8835, -0.0044, -0.0689, 0.0626
O, 1.0413, 4.48, 8.9773, -0.0046, -0.0004, -0.0237
O, 8.8949, 1.1254, 8.8295, 0.0028, -0.0107, -0.0123
O, 6.8244, 10.2235, 8.7161, 0.0167, -0.0108, -0.005
O, 3.8942, 0.4058, 9.2591, -0.0094, 0.0202, -0.0182
O, 3.8819, 7.1805, 8.9121, -0.0205, 0.0179, -0.0132
O, 6.9129, 3.6871, 9.1564, -0.0092, -0.0182, 0.0047
O, 9.873, 6.1059, 8.7191, 0.0349, 0.0167, 0.0053
O, 3.2881, 2.4809, 24.0598, 0.0086, -0.0025, -0.0011
O, 5.1754, 0.5821, 24.0237, -0.0009, 0.0087, 0.0114
O, 7.8658, 3.3339, 23.9197, -0.0156, -0.0021, 0.0108
O, 10.6112, 6.0252, 24.032, 0.0007, 0.0097, 0.0108
O, 8.7076, 7.9112, 24.0694, 0.0093, 0.0013, 0.0034
O, 2.3568, 8.716, 24.0474, -0.0112, 0.0001, 0.0078
O, 5.851, 5.0801, 24.1547, 0.004, -0.0066, -0.0082
O, 0.4797, 10.6382, 23.9948, 0.0008, -0.0116, 0.0052
Si, 3.6501, 10.4442, 10.6108, -0.0072, -0.0122, 0.0104
Si, 0.9865, 3.2215, 12.6645, -0.0047, -0.0011, 0.011
Si, -2.3839, -1.9135, 11.761, 0.0083, -0.0031, -0.0035
Si, 4.4698, 1.7845, 23.1812, 0.0011, 0.0024, -0.001
Si, -6.1834, -7.5667, 17.3067, -0.0004, 0.0015, 0.0004
Si, 3.3743, -11.0488, 15.9492, -0.0049, -0.0039, -0.0039
Si, 1.2023, 9.438, 23.1566, -0.0007, -0.0022, -0.0014
Si, 15.7759, 8.4407, 17.4777, -0.0018, 0.0031, 0.0049
Si, -1.8762, 3.1628, 12.6115, 0.0058, 0.0006, 0.0078
Si, -1.2775, 4.3034, 19.1789, 0.0051, 0.0015, 0.0053
Si, 2.4415, 0.5354, 21.1761, 0.0012, -0.0017, 0.0014
Si, 5.032, 12.9385, 14.7061, 0.0205, -0.0021, 0.0172
Si, 10.8093, 18.0727, 12.0406, 0.0017, -0.0057, -0.0026
Si, 2.5816, 0.8569, 13.2303, 0.0041, 0.0063, 0.0081
Si, 7.7671, 11.1903, 9.6455, 0.0011, -0.0039, 0.0064
Si, 0.2639, 5.9973, 17.1365, -0.0021, -0.0023, -0.0007
Si, 5.5059, -2.3158, 12.3892, -0.0038, 0.0005, 0
Si, 2.5524, -2.8661, 9.132, -0.0266, 0.0071, -0.0404
Si, 3.9425, 3.4564, 12.2158, 0.0011, -0.0126, 0.0158
Si, 7.9612, 6.0664, 21.0294, -0.0027, -0.0022, 0.001
Si, 7.2941, -2.4056, 19.2731, -0.0045, 0.0007, 0.0064
Si, 10.3942, 5.2188, 14.2583, 0.0015, 0.0046, 0.0047
Si, 2.4153, 1.3927, 18.3317, -0.0016, -0.0056, 0.0002
Si, 9.7686, -2.1958, 17.4352, 0.0047, 0.0019, -0.0019
Si, 6.6611, 2.9183, 10.5578, 0.0013, -0.0005, -0.0032
Si, -3.0838, 1.4024, 14.6216, 0.0038, -0.0019, 0.0037
Si, 0.1324, 1.9932, 20.1523, -0.0007, 0.0039, 0.0058
Si, 8.9561, -0.0201, 19.2085, 0.0004, 0.0001, 0.0054
Si, 6.6072, 4.062, 23.1537, -0.0052, 0.0046, 0.002
Si, 9.908, 7.2363, 23.2017, 0.0013, 0.0036, -0.0013
Si, 7.7479, 2.3605, 17.5858, 0.0011, -0.0009, -0.0001
Si, 11.2624, 5.8331, 9.515, -0.0093, 0.0276, -0.0092
Si, 6.4209, 7.8126, 14.9051, 0.0032, -0.0028, 0.0017
Si, 4.5803, -4.7433, 13.7465, -0.0028, 0.0005, 0.0002
Si, 3.4018, 6.0736, 16.7316, -0.0033, -0.0002, 0.0048
Si, 8.7976, -1.4868, 14.7248, 0.0048, -0.0008, 0.0004
O, 5.8979, 7.8423, 16.4136, -0.0115, 0.0073, -0.0172
O, 5.7596, -2.0589, 18.7444, 0.019, -0.0094, -0.0023
O, 7.9722, 2.2788, 15.9712, -0.0126, -0.0226, 0.0032
O, -1.7097, -1.3742, 13.1662, -0.014, -0.0048, 0.0004
O, 7.0458, -2.5769, 11.8754, 0.0049, 0.0148, 0.0034
O, 14.6469, 7.3114, 17.7497, 0.0065, -0.0066, -0.0089
O, 1.2208, 1.6371, 21.3071, 0.0082, -0.0215, -0.036
O, 3.9051, 13.0163, 13.3933, -0.0379, 0.0125, -0.0294
O, -2.0054, 1.7667, 13.467, -0.0103, 0.013, 0.0061
O, 0.124, 5.766, 11.1375, -0.0033, 0.0205, -0.0132
O, 6.232, 2.9488, 17.8655, 0.0031, -0.0039, -0.0192
O, 8.5203, 5.2848, 19.7296, 0.0131, -0.0068, 0.0108
O, -3.0678, -0.1657, 15.0133, 0.0166, 0.009, -0.0116
O, -0.6032, 5.4543, 15.8553, 0.0184, 0.007, -0.0035
O, -0.0506, 7.5617, 17.4862, -0.013, -0.0137, -0.0046
O, -0.4146, 3.0576, 11.8377, -0.0037, 0.0121, 0.0268
O, 7.1368, -3.6026, 20.3775, 0.0182, 0.0105, -0.0077
O, 10.8375, 5.1165, 18.4327, -0.0172, 0.0034, -0.0084
O, 3.7866, 1.1044, 21.871, -0.0155, 0.0022, 0.0092
O, -8.5607, 3.4695, 11.7686, 0.0026, -0.017, 0.0168
O, 7.9676, 0.8883, 18.2527, 0.0176, 0.0167, 0.0044
O, 10.3818, 14.388, 20.3716, -0.0058, -0.0109, -0.0312
O, 3.6684, 6.3703, 15.1066, 0.0052, -0.0122, -0.0031
O, 0.9541, 2.0294, 18.7047, 0.008, -0.0044, 0.0195
O, 1.8277, -5.2023, 16.8086, 0.0016, 0.0089, 0.0084
O, 6.7611, 12.245, 10.3861, 0.0163, 0.0147, -0.0137
O, 7.806, 14.3584, 11.6132, -0.0055, -0.0215, -0.0031
O, 9.5836, -3.0566, 11.245, -0.0002, 0.0114, 0.0205
O, 12.1084, 18.9898, 12.3383, 0.0123, 0.013, -0.0472
O, 0.8169, 4.3664, 13.8147, -0.029, -0.0068, -0.019
O, -0.5628, -4.2716, 13.5368, -0.0061, -0.0242, -0.0088
O, 2.7231, 9.1069, 10.3904, 0.0084, 0.0031, -0.0038
O, 1.2492, 7.1596, 9.3232, 0.02, -0.02, 0.0237
O, 5.1034, 14.1059, 11.1415, 0.0075, 0.006, 0.0176
O, 4.7405, 0.7282, 15.6329, -0.0021, 0.0152, -0.0114
O, 2.7953, 0.3758, 19.5634, -0.0167, 0.0284, 0.0032
O, 4.3009, 4.7186, 13.1235, -0.0014, -0.0044, -0.0094
O, 9.234, 6.6172, 21.8652, -0.016, -0.002, 0.0038
O, 5.6618, 8.9869, 13.9976, 0.0215, -0.0288, 0.0025
O, -1.0946, 0.9072, 20.1962, 0.0009, 0.0083, -0.0133
O, 7.0789, 4.9935, 21.8896, 0.013, -0.0004, 0.0039
O, -2.936, -2.8941, 14.8859, -0.026, 0.0126, -0.0103
O, 1.9259, -0.8713, 21.824, -0.0043, 0.0196, 0.0153
O, -0.8625, -0.8927, 18.3721, -0.0274, -0.0096, 0.0024
O, 2.2726, 0.6334, 16.8765, 0.0184, -0.0023, 0.0041
O, 2.7421, -0.2392, 14.4103, -0.0045, 0.0324, -0.0097
O, 5.565, 2.8918, 22.6715, -0.0008, 0.0016, 0.022
O, 8.9125, -7.6048, 18.1147, -0.0028, -0.0125, 0.0118
O, 3.6153, 2.4868, 18.0674, 0.0078, -0.0028, -0.0037
O, -1.0352, -1.5947, 15.8994, -0.0047, 0.0057, 0.0028
O, 2.7944, 0.3865, 11.715, 0.0129, 0.0015, -0.0006
O, 1.2732, 1.7699, 13.4146, 0.0232, 0.0111, -0.0156
O, -7.0119, -1.3629, 16.7557, 0.0102, -0.0046, 0.0012
O, 6.4166, 12.7768, 13.9231, -0.0066, 0.0004, 0.0145
O, 4.7848, -7.6648, 15.6399, 0.0082, -0.0236, 0.0086
O, 0.0779, 8.3373, 22.7267, 0.0022, 0.0003, 0.0183
O, 7.9493, -1.0674, 19.9749, 0.0073, -0.0128, -0.0329
O, 4.4889, -3.6432, 12.4866, 0.0109, -0.0029, 0.0068
O, -2.634, -2.762, 17.9874, 0.0087, 0.0162, 0.0191
O, 4.9354, 9.8466, 11.4562, 0.0005, -0.0022, 0.006
O, 9.1049, 4.3708, 13.7118, 0.0276, -0.0131, -0.0154
O, 8.5318, -0.6394, 10.765, -0.0221, -0.0046, -0.0076
O, 4.3455, -6.009, 17.4227, -0.0117, -0.0069, -0.002
O, 6.1316, -4.6045, 14.2542, -0.0284, 0.0255, 0.0038
H, 12.6109, 19.4267, 11.6218, -0.0208, -0.017, 0.0309

Results
free energy: -133999.548 eV
free energy less fixed offsets of H -17.10, O -569.03, Si -635.61 eV per atom: -7.288 eV

The program warned: the cutoff lies below the one the program advises for these potential files; the exchange-correlation potential is rough where the density is thin.
